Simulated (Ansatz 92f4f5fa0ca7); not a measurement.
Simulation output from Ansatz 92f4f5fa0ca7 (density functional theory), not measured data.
Periodic cell of 280 atoms, Si216O64, from a study of silicon, its oxide and their interface. The atomic structure is a simulated model.

Settings: functional r2SCAN; potential files Ansatz norm-conserving; basis plane waves; wave-function cutoff 1300 eV; density cutoff ratio 4; exchange-correlation grid ratio 1; k mesh 2 x 2 x 1, shifted by 0.5 0.5 0.5 of a step; self-consistency stop 5e-08 eV per atom in the density residual; occupations Fermi-Dirac, 0.05 eV; spin none; net charge 0.

Cell vectors (angstrom)
a 10.888 0 0
b 0 10.888 0
c -0.3445 0.9203 42.8675

Atoms and the computed forces on them: element, x, y, z (angstrom), force x, y, z (eV/angstrom)
Si 0.3793 -0.2178 -0.013 -0.0658 0.0348 0.0904
Si 2.4646 3.0603 -0.0612 0.0089 0.0021 0.0941
Si 0.1313 5.177 0.0048 0.0364 -0.0013 0.0669
Si 2.5758 8.3493 0.3728 -0.0157 -0.0162 0.0751
Si 5.545 -0.4614 0.1142 0.0067 0.0088 0.0562
Si 7.9498 2.8497 0.0797 -0.0024 -0.0056 0.0824
Si 5.8797 5.2677 -0.1372 -0.0307 -0.0154 0.1128
Si 7.9295 8.388 0.1938 0.0029 0.0423 0.0727
Si 1.4303 1.4136 1.3114 0.0075 0.0217 -0.0184
Si 4.1232 4.197 1.1612 -0.0047 -0.0083 -0.023
Si 1.298 6.7129 1.3785 0.0282 -0.0179 -0.0183
Si 4.1022 9.4842 1.6858 0.0124 -0.0093 0.0084
Si 6.6745 1.302 1.272 0.0124 0.0085 0.0028
Si 9.513 4.0227 1.3883 0.0008 -0.0103 -0.0049
Si 6.8215 6.7711 1.4373 0.0023 -0.0087 -0.0181
Si 9.5526 9.6307 1.2953 -0.0055 -0.0077 -0.0047
Si 0.0077 2.6735 2.7194 0.0167 -0.0064 0.0206
Si 2.7311 0.0957 2.8048 -0.0204 0.0107 0.0159
Si -0.0338 8.1842 2.6794 -0.0104 0.0123 0.0086
Si 2.7618 5.4282 2.6841 -0.0018 -0.0019 0.0309
Si 5.3779 2.7479 2.6138 -0.0065 0.0056 0.0189
Si 8.1397 0.0353 2.6725 -0.0031 -0.0219 0.0057
Si 5.4675 8.0564 2.8787 0.0013 -0.0125 0.0232
Si 8.2073 5.4281 2.7593 0.0034 0.0287 0.0184
Si 1.3928 4.0576 4.048 -0.002 -0.0052 0.0149
Si 4.0983 1.4403 4.1149 -0.0155 0.0036 0.0087
Si 1.3389 9.5386 4.0612 0.0189 -0.0027 0.0001
Si 4.0493 6.7417 4.1582 0.0177 0.0042 0.0066
Si 6.7843 4.0513 4.0357 -0.0119 0.0149 0.0034
Si 9.5032 1.3483 4.0801 -0.0012 0.0112 -0.0151
Si 6.8557 9.5142 4.0919 -0.0183 0.0064 -0.0033
Si 9.5417 6.8295 4.0958 0.0109 -0.0245 -0.0088
Si -0.027 -0.0193 5.4423 0.0069 -0.0028 -0.0002
Si 2.7184 2.7411 5.4792 -0.0046 0.0036 0.0091
Si 0.032 5.4439 5.4122 0.0127 0.0043 0.0047
Si 2.6995 8.1747 5.4414 -0.0015 0.0095 0.0096
Si 5.4668 0.0136 5.4185 0.0036 -0.0083 0.0038
Si 8.1504 2.7193 5.4279 0.0022 0.0084 0.0037
Si 5.4433 5.3879 5.4626 -0.0011 0.0029 -0.0021
Si 8.1866 8.1646 5.4756 -0.0124 0.0094 -0.0019
Si 1.3472 1.3499 6.7959 0.0015 0.0074 0.0009
Si 4.0841 4.0711 6.8494 -0.0022 -0.0027 -0.0028
Si 1.3609 6.8027 6.8091 -0.002 0.0073 -0.0066
Si 4.0881 9.5375 6.7778 -0.0129 -0.0011 0.0042
Si 6.8134 1.3547 6.8093 0.0043 0.0006 -0.0131
Si 9.5312 4.0889 6.7713 -0.0063 0.0034 -0.0008
Si 6.8009 6.7899 6.7981 0.0014 -0.0093 -0.0015
Si 9.5338 9.519 6.8375 0.0061 -0.0042 -0.0054
Si 0.0182 2.7171 24.5238 -0.0001 -0.0096 0.0037
Si 2.7135 0.0306 24.4723 -0.0261 0.0009 -0.0026
Si -0.0328 8.168 24.5018 0.0022 0.0115 -0.0008
Si 2.7381 5.4542 24.4918 0.0094 0.0008 0.0041
Si 5.436 2.7259 24.5025 -0.0095 0.0069 0.0045
Si 8.1864 -0.0003 24.5138 0.0051 -0.0046 0.0014
Si 5.4651 8.1712 24.5105 -0.0046 -0.0072 0.0097
Si 8.1339 5.4377 24.4622 -0.0032 0.0081 0.0041
Si 1.3905 4.1022 25.8627 -0.0278 -0.0151 -0.011
Si 4.0751 1.3627 25.8601 0.018 -0.0228 -0.009
Si 1.3305 9.5769 25.8115 -0.0054 0.0091 -0.0077
Si 4.1178 6.7887 25.8647 -0.0032 0.0094 -0.0035
Si 6.7933 4.0971 25.8576 0.0102 -0.0076 0.0008
Si 9.5375 1.357 25.8967 0.0337 -0.0078 -0.0151
Si 6.8389 9.5224 25.8837 -0.0028 0.0146 -0.0134
Si 9.4491 6.7992 25.8343 0.0154 -0.0054 -0.007
Si -0.0011 -0.0169 27.2737 -0.0034 -0.0046 -0.0066
Si 2.7705 2.7591 27.2385 -0.0015 0.0076 0.0049
Si -0.069 5.4379 27.1442 0.0112 -0.0091 -0.0038
Si 2.7227 8.2179 27.0936 0.0035 0.0113 0.0246
Si 5.4669 0.0091 27.2047 -0.0091 0.0041 -0.0183
Si 8.1495 2.7407 27.2137 0.0142 -0.0077 0.0203
Si 5.4841 5.4453 27.283 -0.0042 0.0065 -0.0021
Si 8.1404 8.1286 27.2915 -0.0013 -0.0109 0.0018
Si 1.3753 1.4225 28.559 -0.0057 -0.0351 0.0177
Si 4.168 4.0738 28.6616 -0.0102 -0.017 -0.0378
Si 1.2798 6.8988 28.3488 0.0034 -0.014 -0.0049
Si 4.1178 9.4779 28.4966 -0.015 0.0241 0.0052
Si 6.793 1.3948 28.5904 -0.0035 -0.0259 -0.0105
Si 9.4937 4.1023 28.5816 -0.0163 -0.0013 0.0019
Si 6.7739 6.8009 28.7463 0.0056 -0.0135 -0.0206
Si 9.5354 9.4462 28.6471 -0.0131 0.0125 -0.0232
Si -0.0986 2.6846 29.9363 0.0034 -0.0288 -0.0208
Si 2.887 0.0779 29.7753 0.0036 -0.0007 0.0119
Si 0.1254 8.1126 29.9876 0.0187 0.0339 0.0259
Si 2.5769 5.523 29.6103 0.0034 -0.0276 0.0029
Si 5.5936 2.7574 30.1289 0.0151 0.0186 -0.0005
Si 8.0425 -0.0935 29.9061 -0.0055 0.0001 -0.0003
Si 5.2619 8.1163 30.0628 -0.03 0.011 0.0397
Si 8.256 5.4798 30.0793 -0.011 0.0046 0.0352
Si 1.169 4.3233 30.9656 -0.01 0.0001 -0.0261
Si 4.3784 1.1081 31.271 0.0154 -0.0019 -0.0765
Si 1.3401 9.8577 31.0693 0.0052 -0.0454 -0.0291
Si 3.6535 6.7428 31.25 0.0405 0.0433 -0.0683
Si 7.2141 3.9297 31.5203 -0.0307 0.0003 -0.1309
Si 9.7106 0.9272 31.1499 -0.074 0.0814 -0.0668
Si 6.4825 9.7076 31.2924 0.0381 0.0016 -0.074
Si 9.9615 6.5352 31.3768 0.0099 0.0168 -0.0862
Si 0.8536 11.7421 39.9717 0.0021 -0.0187 0.0635
Si -11.1573 33.9244 33.8484 -0.0342 -0.085 -0.0196
Si 8.1604 24.6541 40.0724 0.0078 -0.0357 0.074
Si -3.6386 35.703 36.5378 0.0057 -0.0223 -0.0558
Si 17.0413 6.7674 39.8023 -0.0019 0.0189 0.0663
Si 8.9048 7.6064 40.7271 0.0087 0.0212 0.0866
Si 5.2396 20.3198 38.4733 -0.0194 0.0095 -0.0011
Si 9.1204 17.4864 34.3228 -0.0163 0.017 -0.0855
Si -36.9262 30.0277 33.9152 0.0259 0.0408 -0.0797
Si -8.4639 7.2746 34.0937 -0.0115 0.0133 -0.0516
Si 3.0459 37.2681 35.073 0.0056 0.0077 -0.0767
Si -0.8912 -23.0712 38.5081 0.01 -0.0014 0.0094
Si -7.4328 -11.5503 40.8815 0.0247 0.0372 0.0555
Si -1.2654 -6.3672 37.9539 0.0042 -0.0172 0.0294
Si -16.2843 3.9197 38.7393 -0.0209 -0.0099 0.0151
Si -0.2686 -3.8098 37.025 -0.0181 0.0188 -0.0336
Si 18.5248 11.4066 38.3025 0.0098 0.0094 0.0222
Si -9.2862 -11.8501 34.2232 -0.0171 -0.0094 -0.0446
Si -13.1872 36.0848 34.0186 0.0057 0.0224 -0.0906
Si -6.6697 20.0396 35.4813 -0.0338 -0.0327 -0.0451
Si 5.2895 16.3917 33.2658 0.0507 -0.0591 -0.0893
Si 1.5889 4.9973 37.6294 0.0309 0.0179 -0.0018
Si 24.1802 35.237 33.0713 0.025 -0.0149 -0.0952
Si 24.3818 14.2634 39.7842 -0.0193 -0.012 0.1092
O 7.8336 -3.3604 34.7174 -0.0219 -0.0091 0.031
O -8.8413 4.769 39.1627 -0.0112 0.0022 -0.0223
O 8.4539 -6.8552 36.9672 0.0122 0.0336 0.0054
O -18.1384 18.5677 35.1043 0.0051 0.0064 0.0214
O 0.9902 12.7148 33.0191 0.0087 0.0091 0.0085
O 0.2189 25.9052 37.3977 -0.0059 -0.0089 -0.0047
O -11.1601 8.6535 37.3504 0.0088 0.0027 0.0081
O -1.9872 15.8859 34.2121 -0.0105 -0.0236 0.0331
O 19.0285 8.6079 41.7218 0.02 -0.0436 -0.0856
O 4.0986 -18.5718 39.16 0.0342 0.0054 -0.0257
O -10.8524 21.7557 38.8828 -0.0107 0.003 -0.0135
O 6.5749 15.8319 42.4367 0.0003 0.0165 -0.0369
O 5.8595 3.5772 37.1863 -0.021 0.0021 -0.0015
O 7.2924 24.795 34.9238 -0.0091 -0.0002 0.0475
O -0.0951 12.0498 41.2744 0.0359 0.0022 -0.1281
O -8.226 3.1299 34.5545 0.0054 0.0283 0.0427
O -11.9321 2.4988 34.563 -0.0023 0.0135 0.0129
O -2.6529 1.3229 39.5923 -0.0111 -0.0006 -0.0255
O 9.5645 7.1243 32.849 0.0018 -0.0058 0.0769
O -7.7603 -1.8961 41.8926 -0.0292 -0.0109 -0.0369
O 2.7269 14.3156 41.3958 0.0156 -0.0149 -0.1131
O 0.9239 15.9121 42.3868 -0.0124 0.0017 -0.0415
O -1.3489 11.606 32.7713 0.0587 0.0046 0.0816
O -1.166 8.5844 39.7411 0.0146 0.0419 -0.0378
O -12.1315 27.9349 37.9835 -0.0144 -0.0152 0.0077
O 36.7979 -1.2781 39.5973 0.0272 -0.014 -0.0375
O 12.6749 20.9247 32.6233 0.0103 0.0165 0.093
O -16.0754 7.0426 33.397 0.0273 -0.0178 0.0217
O -29.6124 10.1886 34.9558 0.0081 0.0116 0.028
O -6.5669 22.3073 41.5932 -0.028 -0.0066 -0.0729
O 12.139 8.3462 34.4323 -0.0189 -0.0106 0.0222
O 5.6865 -1.6346 34.7792 -0.0013 0.002 0.012
O 6.0052 -2.8256 38.846 0.0004 0.0026 -0.0161
O -1.5774 14.6894 39.3779 0.0054 0.0122 -0.045
O 12.9528 16.6232 34.4179 -0.0024 -0.0099 0.032
O -0.9135 39.364 41.5314 -0.0228 0.0139 -0.0885
O 8.355 3.0984 32.4076 0.0369 -0.0124 0.0764
O 0.0518 10.8056 30.8649 0.0239 -0.0093 -0.0339
O -5.454 10.8628 31.7993 -0.0213 -0.0073 0.0396
O 24.5972 -6.3198 36.6684 -0.0147 0.013 0.0398
O 12.1278 17.4327 37.3086 0.0025 -0.013 -0.0008
O 13.7158 7.4312 32.5096 -0.0192 -0.0023 0.0411
O 5.5167 5.5193 38.9866 0.0117 -0.0208 -0.0307
O 17.3155 21.238 42.5691 0.0111 -0.0045 -0.0218
O 7.1775 -1.8203 32.6297 -0.0019 -0.0273 0.066
O 1.0654 10.3345 42.8284 0.0109 -0.0175 -0.0035
O 17.0861 10.7281 38.5474 -0.0011 0.0081 0.0063
O -11.5898 17.7128 35.4976 0.0356 -0.0204 0.0455
O -8.8117 21.7254 40.4094 -0.0051 0.0094 -0.0522
O -6.5037 5.4544 31.9391 -0.0078 -0.021 0.0417
O -8.6312 3.794 32.0492 0.0232 -0.0374 0.0523
O 11.0313 5.345 31.7296 -0.033 0.0029 0.034
O 3.6288 12.5249 32.6221 -0.0342 0.0132 0.0637
O 6.5354 15.4962 32.8442 -0.0467 0.0497 0.1164
O -2.5667 24.8134 41.6692 0.0039 -0.0032 -0.0705
O 18.6491 -4.2419 40.0779 -0.0419 -0.0177 -0.0283
O -3.3598 1.5439 37.0671 -0.0002 -0.0026 0.0015
O 4.4841 9.3382 37.0514 0.0207 0.0149 0.0411
O -6.3258 4.9398 34.5912 0.0028 0.0061 0.03
O 1.5311 23.9896 39.3853 -0.0042 0.0178 -0.0562
O 16.2507 17.7556 41.2391 0.0327 0.0131 -0.115
O -4.2169 -7.5509 39.6702 -0.0092 -0.0008 -0.0137
O 19.5137 -0.6889 37.9281 -0.0063 0.0023 0.0025
O 0.4047 32.7062 34.7243 0.0113 0.0012 0.0155
Si -0.009 2.7226 8.1513 0.0042 -0.0047 -0.0087
Si 2.7225 -0.0039 8.1542 -0.0052 -0.0066 0.0013
Si 0.0052 8.1531 8.1825 0.0009 0.0055 0.0034
Si 2.7235 5.4524 8.1798 0.0155 0.0039 0.0007
Si 5.4501 2.7021 8.1835 -0.0149 0.0036 0.0004
Si 8.1682 -0.0009 8.1782 -0.0081 -0.0058 -0.0005
Si 5.4389 8.1647 8.1487 0.0048 0.0095 -0.0011
Si 8.1736 5.438 8.1559 0.0011 0.0098 -0.004
Si 1.355 4.0793 9.5214 -0.0005 0.0089 -0.0036
Si 4.0786 1.3481 9.5323 0.0099 -0.0011 -0.0007
Si 1.3698 9.5232 9.527 0.0065 -0.0102 0.0041
Si 4.0866 6.813 9.5304 -0.0164 0.0049 0.0017
Si 6.8136 4.0785 9.5254 0.0017 -0.0078 -0.0033
Si 9.5289 1.3655 9.5292 -0.0045 -0.0002 -0.0027
Si 6.7993 9.5201 9.5223 0.0033 0.0024 0.0045
Si 9.5239 6.7953 9.5321 0.0024 0.007 -0.0002
Si 0.0044 -0.0003 10.8836 0.0043 0.0011 -0.0009
Si 2.7188 2.7196 10.884 -0.0007 -0.0026 -0.002
Si -0.0012 5.4369 10.8913 -0.002 -0.0015 -0.0008
Si 2.7256 8.1668 10.895 0.0059 0.0069 0.0045
Si 5.442 -0.0095 10.8913 -0.0107 -0.0097 0.0003
Si 8.1685 2.7208 10.8938 0.002 0.0039 -0.0015
Si 5.449 5.4435 10.8827 0.0048 0.0077 -0.0009
Si 8.1627 8.1623 10.8857 -0.0031 -0.0021 0.0021
Si 1.3614 1.3599 12.2491 -0.0005 -0.0002 -0.0013
Si 4.0833 4.0823 12.242 -0.0015 0.0022 -0.0021
Si 1.3608 6.802 12.2488 0.0032 0.0019 -0.001
Si 4.0842 9.524 12.258 -0.0005 -0.0003 0.0042
Si 6.8041 1.3571 12.2482 -0.0008 0.0004 -0.0001
Si 9.528 4.0798 12.256 -0.0013 0.0015 -0.0008
Si 6.8053 6.8027 12.2499 -0.0012 0.0008 -0.0004
Si 9.5272 9.5262 12.2427 -0.0017 -0.0003 -0.0011
Si 0.0019 2.7188 13.6136 0.0011 -0.0003 0
Si 2.7216 0.0011 13.6119 0.0037 -0.0007 -0.0001
Si -0.0014 8.1658 13.607 0.0005 -0.0001 0.0001
Si 2.7241 5.4418 13.6082 -0.001 0.0017 0.0013
Si 5.4426 2.7216 13.6064 0.0001 -0.0015 -0.0004
Si 8.1677 -0.0025 13.6085 -0.0002 0.0003 -0.0007
Si 5.4461 8.1621 13.6142 -0.0028 -0.0002 0.0024
Si 8.1657 5.4436 13.6117 0.0004 0.0014 -0.0007
Si 1.3632 4.0824 14.9716 0.0007 -0.0008 -0.0008
Si 4.0825 1.363 14.9708 -0.0035 -0.001 0.0003
Si 1.3588 9.5276 14.9694 0.0013 0.0026 -0.0017
Si 4.0831 6.8023 14.9727 0.0014 0.0029 -0.0002
Si 6.8029 4.0826 14.9696 0.0017 0.0025 -0.0008
Si 9.5272 1.3584 14.9722 0.0006 0.0012 0.0003
Si 6.8073 9.5258 14.972 -0.0007 -0.0025 -0.0004
Si 9.5259 6.8064 14.9704 -0.0021 -0.0033 -0.0003
Si 0.0004 -0.0007 16.3349 0.0006 -0.0021 0.0007
Si 2.7234 2.723 16.3347 0.0012 -0.0003 0.0013
Si -0.0004 5.4451 16.329 0.0006 0.0053 -0.0006
Si 2.721 8.1676 16.3286 -0.002 -0.0018 -0.0009
Si 5.4444 0.0011 16.3292 0 0.0016 0.0006
Si 8.1653 2.7226 16.3291 -0.0022 0.0004 0.0009
Si 5.4445 5.443 16.3347 -0.0014 -0.0028 0.0005
Si 8.1667 8.1656 16.3352 0.003 0.0025 0.0002
Si 1.3615 1.3626 17.6955 -0.0002 0.0019 -0.001
Si 4.0839 4.0836 17.697 -0.0017 0.0031 0.0018
Si 1.3585 6.8089 17.6882 0.0017 -0.0019 -0.0018
Si 4.0818 9.5291 17.6893 -0.0006 -0.0003 -0.0013
Si 6.804 1.3633 17.6897 0.0014 -0.0019 0.0009
Si 9.5258 4.0847 17.6897 0.0014 -0.0013 -0.0007
Si 6.8045 6.8054 17.6967 -0.0016 0.0005 0.0008
Si 9.5275 9.5266 17.6964 -0.0018 -0.0007 0.0008
Si -0.0027 2.7256 19.0528 0.0012 0.0022 0.0009
Si 2.7255 0.0022 19.0548 0.0012 -0.0047 -0.0015
Si 0.0025 8.1666 19.0573 0.0056 -0.0049 0.0004
Si 2.7176 5.4498 19.0481 -0.0072 0.0079 -0.0031
Si 5.4475 2.7224 19.0568 -0.0001 -0.0052 0.0035
Si 8.1633 0.0029 19.0503 -0.0001 0.0029 0.0014
Si 5.4398 8.1694 19.0532 -0.0059 0.0034 0.0012
Si 8.1684 5.4443 19.056 0.0038 -0.0037 0.0024
Si 1.3568 4.0932 20.4096 0.0074 -0.0002 -0.0034
Si 4.0872 1.3613 20.4187 -0.0082 -0.0004 0.0007
Si 1.3643 9.5308 20.4163 0.0023 0.0058 -0.004
Si 4.073 6.8105 20.4118 -0.0052 -0.0133 0
Si 6.8093 4.0828 20.419 -0.0032 0.0063 0.0063
Si 9.5229 1.3634 20.4115 0.0012 -0.0049 -0.0007
Si 6.7998 9.534 20.4112 0.004 -0.0026 0.0023
Si 9.5301 6.8043 20.4187 0.0026 0.0069 0.003
Si -0.0012 0.0052 21.7694 0.004 -0.0035 -0.004
Si 2.7205 2.7333 21.7621 -0.011 0.0046 -0.0058
Si 0.0018 5.4449 21.7876 0.01 -0.0112 -0.0018
Si 2.7208 8.1724 21.7848 -0.0065 0.0063 0.0011
Si 5.4478 0.0028 21.7877 -0.0009 -0.0007 0.0021
Si 8.1694 2.7192 21.7845 0.015 -0.0125 0.0068
Si 5.435 5.4471 21.7639 -0.005 0.0119 0.0006
Si 8.1628 8.1727 21.7646 -0.0014 0.0012 0.0044
Si 1.3558 1.3808 23.1178 0.0078 -0.0023 -0.0043
Si 4.0821 4.0832 23.1288 -0.006 -0.0086 -0.0012
Si 1.3568 6.816 23.1498 -0.0067 -0.0052 0.0017
Si 4.0863 9.5287 23.1503 0.0031 0.002 0.0072
Si 6.812 1.3606 23.1554 -0.0131 -0.0024 0.0062
Si 9.5354 4.073 23.1499 0.0066 0.0181 0.0055
Si 6.7925 6.8141 23.1139 -0.0025 -0.0082 -0.0008
Si 9.5226 9.533 23.126 0.0139 0.0068 0.0033

Results
free energy: -55243.685 eV
free energy less fixed offsets of O -463.61, Si -117.95 eV per atom: -95.445 eV
pressure: 0.22 GPa
stress xx, yy, zz, yz, xz, xy (GPa, positive in tension): -0.34, -0.3, -0.02, 0, -0.01, 0.3

The program warned: the forces do not sum to zero within the program's tolerance.
